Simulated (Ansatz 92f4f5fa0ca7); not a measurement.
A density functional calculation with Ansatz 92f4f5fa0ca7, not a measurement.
Periodic cell of 375 atoms, Si241O134, from a study of silicon, its oxide and their interface. The atomic structure is a simulated model.
Doubt: the cutoff is far below the 930 eV that the study's wrapper takes by default for these files, so forces and energies are approximate.
This geometry differs little from another in the collection (a relaxation step or a small displacement).

Settings
functional: PBE
potential files: Ansatz PAW
basis: plane waves
wave-function cutoff: 580 eV
density cutoff ratio: 5
exchange-correlation grid ratio: 1
k mesh: 1 x 1 x 1, Gamma-centred
self-consistency stop: 5e-08 eV per atom in the density residual
occupations: fixed
spin: none
net charge: 0

Cell vectors (angstrom)
a 11.6015 0 0
b 0 13.3963 0
c 0 0 42.3823

Atoms: element, x, y, z (angstrom)
Si 0 2.2327 1.1851
Si 3.8672 2.2327 1.1851
Si 7.7343 2.2327 1.1851
Si 1.9336 5.5818 1.1851
Si 5.8008 5.5818 1.1851
Si 9.6679 5.5818 1.1851
Si 0 8.9308 1.1851
Si 3.8672 8.9308 1.1851
Si 7.7343 8.9308 1.1851
Si 1.9336 12.2799 1.1851
Si 5.8008 12.2799 1.1851
Si 9.6679 12.2799 1.1851
Si 1.9336 1.1164 1.9745
Si 5.8008 1.1164 1.9745
Si 9.6679 1.1164 1.9745
Si 0 4.4654 1.9745
Si 3.8672 4.4654 1.9745
Si 7.7343 4.4654 1.9745
Si 1.9336 7.8145 1.9745
Si 5.8008 7.8145 1.9745
Si 9.6679 7.8145 1.9745
Si 0 11.1635 1.9745
Si 3.8672 11.1635 1.9745
Si 7.7343 11.1635 1.9745
Si 1.9336 1.1164 4.3426
Si 5.8008 1.1164 4.3426
Si 9.6679 1.1164 4.3426
Si 0 4.4654 4.3426
Si 3.8672 4.4654 4.3426
Si 7.7343 4.4654 4.3426
Si 1.9336 7.8145 4.3426
Si 5.8008 7.8145 4.3426
Si 9.6679 7.8145 4.3426
Si 0 11.1635 4.3426
Si 3.8672 11.1635 4.3426
Si 7.7343 11.1635 4.3426
Si 0 0 38.0417
Si 3.8672 0 38.0417
Si 7.7343 0 38.0417
Si 1.9336 3.3491 38.0417
Si 5.8008 3.3491 38.0417
Si 9.6679 3.3491 38.0417
Si 0 6.6981 38.0417
Si 3.8672 6.6981 38.0417
Si 7.7343 6.6981 38.0417
Si 1.9336 10.0472 38.0417
Si 5.8008 10.0472 38.0417
Si 9.6679 10.0472 38.0417
Si 0 0 40.4099
Si 3.8672 0 40.4099
Si 7.7343 0 40.4099
Si 1.9336 3.3491 40.4099
Si 5.8008 3.3491 40.4099
Si 9.6679 3.3491 40.4099
Si 0 6.6981 40.4099
Si 3.8672 6.6981 40.4099
Si 7.7343 6.6981 40.4099
Si 1.9336 10.0472 40.4099
Si 5.8008 10.0472 40.4099
Si 9.6679 10.0472 40.4099
Si 0 2.2327 41.1993
Si 3.8672 2.2327 41.1993
Si 7.7343 2.2327 41.1993
Si 1.9336 5.5818 41.1993
Si 5.8008 5.5818 41.1993
Si 9.6679 5.5818 41.1993
Si 0 8.9308 41.1993
Si 3.8672 8.9308 41.1993
Si 7.7343 8.9308 41.1993
Si 1.9336 12.2799 41.1993
Si 5.8008 12.2799 41.1993
Si 9.6679 12.2799 41.1993
Si -2.5166 5.375 27.4173
Si 1.9901 -1.7807 31.8921
Si 11.4081 2.1925 34.0249
Si -0.2231 -0.0367 27.532
Si 8.7166 -3.137 20.9462
Si 7.786 0.5074 31.7692
Si -2.8555 6.2241 30.4478
Si 5.665 5.9351 31.6768
Si 2.1102 9.2387 32.4135
Si 4.8322 10.4196 24.0893
Si 11.4124 12.2141 30.9001
Si 7.7514 10.387 31.8724
Si 3.1908 4.7432 27.1075
Si 9.5135 -1.4708 23.3515
Si 10.9213 0.8936 29.8025
Si -3.8542 9.1164 33.9512
Si 4.0282 -0.8277 30.9642
Si 11.4954 2.6144 31.6261
Si 1.6068 5.4019 31.8014
Si -0.9706 5.0065 31.6709
Si 6.1225 12.2022 32.0077
Si 7.6345 15.3933 33.848
Si 0.3402 5.9238 26.9344
Si 13.2118 8.4415 28.4265
Si 4.5591 -1.6025 28.8123
Si 3.5584 2.3855 33.9421
Si 9.3797 -1.2594 32.1436
Si 1.8837 5.5892 34.1651
Si 5.8095 5.6262 34.0093
Si 9.7913 5.499 33.9004
Si 2.8823 7.3666 31.0808
Si 3.7214 8.9767 34.2141
Si 11.8243 8.9557 34.0354
Si 1.9583 12.2868 34.1665
Si 5.8047 12.2739 34.3061
Si 9.7091 12.2486 34.4108
Si 1.7832 1.1467 34.8592
Si 5.5958 1.1829 34.754
Si 9.5397 1.1115 34.9547
Si -0.0087 4.4031 34.9445
Si 3.8628 4.5275 34.8709
Si 7.7683 4.3698 34.6124
Si 1.9208 7.7665 35.098
Si 5.8057 7.8978 34.7425
Si 9.7321 7.8378 34.5924
Si 0.0781 11.1231 34.9769
Si 3.8557 11.1719 35.0121
Si 7.7498 11.1794 35.0996
Si 1.9168 1.1129 37.2393
Si 5.7675 1.1444 37.1813
Si 9.6616 1.1276 37.2943
Si 0.0001 4.4496 37.2863
Si 3.8706 4.4707 37.2447
Si 7.7405 4.4399 37.1201
Si 1.9305 7.7945 37.3915
Si 5.8013 7.8336 37.1772
Si 9.6789 7.8215 37.1116
Si 0.0076 11.1548 37.3055
Si 3.8689 11.1694 37.3286
Si 7.7313 11.1604 37.3865
Si -0.0458 -0.0168 5.0326
Si 3.7929 -0.0027 5.1732
Si 7.6848 0.0076 5.1878
Si 1.9419 3.3522 5.1518
Si 5.8079 3.3917 5.1988
Si 9.7653 3.3068 5.2235
Si 0.0136 6.7158 5.0891
Si 3.9071 6.6739 5.2134
Si 7.7812 6.6962 5.1897
Si 1.9412 10.0387 5.0831
Si 5.7911 10.0229 4.9972
Si 9.6917 10.0423 5.1229
Si 0.1047 0.4746 7.2848
Si 2.5115 0.1611 7.2153
Si 6.8515 0.2051 7.4647
Si 1.6148 3.5019 7.5148
Si 5.7702 3.9992 7.5665
Si 10.937 2.7592 7.3578
Si 0.6467 7.218 7.2983
Si 4.3136 6.1083 7.5552
Si 8.2863 6.7214 7.5471
Si 1.3084 9.4917 7.2672
Si 5.6026 9.7465 7.2506
Si 10.5224 9.8453 7.3193
Si 4.1443 4.6441 11.9646
Si 2.0928 5.6662 8.1785
Si 10.4722 -0.1395 9.2026
Si 7.7407 4.7292 8.6696
Si 8.1924 9.8688 10.1743
Si 14.3252 0.5 10.6221
Si -1.3522 7.7391 8.3383
Si 6.8198 8.6816 17.0476
Si 10.6961 5.7739 12.0591
Si 0.3524 10.8537 10.5939
Si 10.0207 11.0067 9.2186
Si 14.6183 15.2859 8.6566
Si 5.5755 -1.6232 8.35
Si 5.3746 1.7831 8.5612
Si 6.9668 4.213 11.6042
Si 0.4713 -0.2541 11.0136
Si 10.2836 11.6282 15.9834
Si 13.4499 5.7419 10.4674
Si 1.8548 15.3313 18.292
Si 4.1108 9.5582 10.5186
Si 6.2384 13.7947 10.5985
Si 3.3357 12.2818 8.9302
Si 8.3038 14.2393 9.2541
Si 11.8881 14.358 15.755
Si 6.0959 5.9674 18.1836
Si 5.0363 7.1373 13.2984
Si 10.0223 -5.1101 10.6911
Si 4.4759 0.538 12.369
Si 9.5304 3.0282 11.4312
Si 9.3191 2.9842 9.0736
Si -0.5555 14.021 12.9202
Si 7.2294 8.5847 8.4664
Si 14.2767 8.4105 12.1181
Si 4.972 8.0852 8.8278
Si 6.1155 11.226 10.5617
Si 10.3009 9.4221 13.9206
O 15.3501 11.3718 17.8788
O 17.7597 -1.0528 18.3552
O 6.6637 -0.114 20.731
O 22.5304 2.42 24.6126
O 7.2835 18.4659 10.2546
O 15.179 -2.9457 25.1617
O 18.682 13.9491 23.2599
O 13.4774 24.9535 19.8341
O 16.1695 25.8868 13.2204
O 9.8148 17.0697 19.9263
O 21.1117 19.2371 15.6471
O 3.8636 3.1338 15.8626
O 6.1664 2.3524 26.7314
O 7.3085 -4.5703 28.9198
O 8.2493 4.0439 26.9762
O 8.942 6.4639 26.1844
O 7.4796 21.8563 24.2361
O 14.6914 0.4468 23.0046
O 9.7159 -3.537 19.7418
O -14.5195 -0.8158 19.1008
O -0.1561 18.4423 18.2191
O -0.6498 8.3668 17.995
O 5.0883 10.2539 28.5585
O -4.2978 -6.7725 22.1898
Si 8.2251 18.4027 16.1835
Si 7.1219 -0.8504 27.4016
Si 3.5321 4.7638 22.5387
Si 8.5389 14.3203 29.5272
Si 9.8421 27.1072 19.1837
Si 16.0366 16.4622 14.3518
Si 14.412 10.5687 18.9398
Si 0.7702 18.4659 21.4899
Si 12.7553 -0.392 19.9363
Si 12.641 8.137 21.6845
Si 10.5815 3.6037 23.5679
Si 3.9814 8.9626 21.4116
Si 11.3896 4.0565 19.5338
Si 6.6562 18.3993 14.4426
Si 9.3111 28.867 16.5268
Si 4.68 2.1504 26.0793
Si 9.9443 6.2669 24.8815
Si 8.4374 26.7282 14.623
Si 6.9009 -0.6821 24.3321
Si 21.3258 9.4328 18.1804
Si -3.0952 9.2012 29.9846
Si 12.4541 8.4498 18.6361
Si 3.7546 6.6931 24.9682
Si 8.1944 7.7837 22.9462
Si 12.6402 5.8166 17.3938
Si 10.916 0.7992 24.6729
Si 3.6402 17.3955 17.2259
Si 13.8305 10.2908 9.2748
Si 23.4191 9.1497 12.1145
Si 5.9155 6.4191 21.3264
Si 7.1243 22.573 14.0043
Si 5.7432 12.0615 14.2828
Si 9.1625 2.5768 20.9853
Si 15.0463 14.8782 30.3326
Si 4.0656 1.7545 23.0809
Si 17.6362 8.6265 24.9394
Si 6.4465 9.668 27.8263
Si 7.1117 3.1909 27.7651
Si 4.8502 3.9454 29.4797
Si -4.9465 1.1217 21.7685
Si 10.7919 6.6294 15.0483
Si 5.2668 11.4842 17.3019
Si -8.868 13.6414 27.6472
Si 11.1089 10.7615 29.1119
Si 14.0707 9.3687 25.6801
Si 12.1337 23.8009 23.7681
Si 13.2297 13.1227 22.9586
Si 7.1741 12.2478 19.6134
Si 2.2949 16.3877 31.8106
O 15.3398 9.6995 19.9743
O 19.1425 2.3533 21.1192
O 3.3331 3.1846 22.8768
O 4.7876 19.5488 12.0067
O -3.2924 -13.645 28.3564
O 3.8666 14.3036 26.7133
O 14.2952 -5.4735 24.9579
O 15.9247 15.014 13.6207
O -10.9076 7.2286 27.8369
O 18.7562 8.4501 15.4666
O 5.3983 3.6872 11.5024
O 2.6479 7.8019 29.508
O 9.8789 13.5026 23.6014
O 24.7827 4.8687 26.8993
O 34.5203 -0.3771 19.1492
O 10.4298 21.6076 15.0169
O 8.6697 -3.9019 13.5323
O 14.1194 9.1542 27.2812
O 12.0781 19.7665 15.9865
O 6.237 10.5377 14.0308
O 9.6291 20.2555 11.4681
O 15.3593 16.8696 26.2762
O 16.4606 15.2053 24.5057
O 5.1352 15.0535 21.8682
O 0.3697 22.5258 22.7744
O 20.1232 22.3468 21.8737
O 21.1769 20.5902 23.5981
O 29.4909 21.564 13.0056
O -11.3007 4.2057 22.8141
O -3.5208 -1.7815 24.0529
O 6.0976 22.0802 26.5798
O -13.5594 10.0275 29.1471
O 25.0168 9.6269 18.0372
O -0.9074 18.4763 27.5846
O 12.176 14.2446 14.1338
O -12.536 24.4257 24.0455
O 3.1935 -1.299 27.943
O 9.5739 16.3988 22.4723
O -14.4535 -1.2816 15.671
O 7.2253 19.5447 31.1384
O 14.4781 17.9354 10.9637
O 2.4967 1.1051 29.0273
O 12.4038 0.346 24.2036
O 1.2888 0.2185 26.9461
O 33.3643 24.1221 17.3073
O 9.7795 1.1256 20.5893
O -5.8636 12.8024 28.2379
O 16.6463 4.5962 30.9497
O 25.5839 7.1374 11.1137
O 11.2816 12.9011 16.2285
O 13.1817 20.4211 18.3455
O 21.4669 4.4146 12.2072
O 4.7374 -11.0719 29.7052
O 2.6614 8.1198 21.881
O 0.6446 -3.8225 29.0831
O -0.1181 6.4601 25.4403
O 11.1699 25.1299 27.7764
O 23.5398 5.4882 11.0381
O 16.7815 21.2704 21.2634
O 0.9415 0.0181 21.5016
O -0.8123 2.1669 15.8581
O 2.4097 18.4418 21.3817
O 19.9192 1.3003 15.4933
O 0.7175 8.7422 20.2205
O 5.4825 -1.4676 24.1088
O 5.2193 7.2497 24.5337
O -4.0538 5.5978 17.545
O 15.9679 10.0786 22.5442
O 7.2772 24.1548 20.3123
O 17.0739 19.5787 14.5775
O 7.3158 10.9299 27.2397
O 17.6052 16.8911 14.486
O 10.4921 15.4058 12.2536
O 10.4919 13.7711 26.1992
O 13.1013 14.8039 16.7582
O 16.8363 12.2078 15.8336
O 6.2344 5.9308 19.8018
O -2.1075 28.1262 17.9597
O 30.449 18.5593 12.9136
O 13.9286 4.9232 17.0166
O -2.1999 11.503 21.7755
O 7.8835 2.2819 28.87
O 11.2345 19.5767 13.5416
O 5.8597 7.5063 17.665
O 3.2238 5.5768 23.9205
O 6.9932 -0.3265 13.9363
O 15.4753 -7.311 26.4828
O 3.6212 17.5515 13.4331
O -3.0613 -7.513 28.8568
O 19.8743 8.7985 17.7951
O -5.6602 23.4196 17.1827
O 12.6108 -3.4838 25.2401
O 18.6585 -0.198 25.8961
O 8.7017 3.5428 16.6992
O 16.6015 5.2361 21.9974
O 26.4071 2.8628 18.322
O 2.1818 0.6485 19.2193
O 4.9274 -8.4856 17.6828
O 23.7966 16.1011 19.0232
O -7.0634 7.1223 31.3009
O 9.6642 13.3445 13.5393
O 9.1945 -5.5892 30.5503
O 15.1419 -8.8237 28.7035
O 21.3807 31.5204 24.3991
O 24.8089 11.4896 23.1466
O 11.9814 6.6459 21.7676
O 7.8969 16.2566 11.7499
O -5.4548 17.6424 28.553
O 15.186 7.9256 13.4613
O 22.41 24.1728 14.6981

Results
free energy: -229404.568 eV
free energy less fixed offsets of O -568.88, Si -635.61 eV per atom: 7.362 eV

Forces (eV/angstrom), in the order of the atoms: element, x, y, z
Si 0.0539 -0.0081 0.0135
Si -0.006 0.0074 -0.0326
Si 0.0816 0.0023 0.0202
Si -0.0266 0.0549 -0.0382
Si -0.0145 0.0791 0.0649
Si -0.0212 0.0285 -0.0041
Si -0.0102 0.009 0.0364
Si -0.0479 -0.0425 -0.0148
Si 0.0024 -0.0886 0.0492
Si -0.0069 0.0056 -0.056
Si -0.0402 -0.0244 0.0937
Si 0.0066 -0.0136 -0.0012
Si -0.0805 0.1256 -0.0336
Si -0.1762 0.0785 -0.0517
Si -0.2439 0.0332 -0.042
Si 0.0335 0.0627 -0.0354
Si -0.021 -0.0585 -0.0398
Si 0.1666 -0.073 -0.0488
Si 0.248 -0.1067 0.0102
Si 0.0683 -0.1898 -0.0137
Si 0.0018 -0.0113 0.0289
Si 0.0375 0.0421 -0.0193
Si -0.1018 0.0673 -0.0412
Si 0.1032 0.0708 -0.0693
Si -0.3773 0.1325 -0.666
Si -0.4452 0.3165 0.6238
Si -0.6126 0.0619 -0.1227
Si 0.2847 -0.0352 -0.1198
Si 0.2012 0.0762 0.0782
Si 0.4485 -0.0689 0.7501
Si 0.4027 -0.1644 -0.3235
Si 0.2084 -0.6481 -0.0833
Si 0.1034 0.1007 -0.176
Si 0.0882 -0.27 -0.6023
Si -0.2217 0.2101 -0.0557
Si 0.1448 0.1918 0.4214
Si 0.0066 0.0308 0.0876
Si -0.0585 0.253 -0.0215
Si -0.3029 0.3619 -0.0207
Si 0.1003 -0.1024 -0.0002
Si 0.1483 0.0675 -0.3289
Si -0.2744 0.139 0.0653
Si -0.4952 -0.062 0.0407
Si 0.429 -0.0419 0.0803
Si 0.1173 -0.0621 -1.0448
Si 0.0278 0.0116 0.5448
Si -0.1488 -0.243 0.3893
Si 0.172 -0.4049 0.0641
Si -0.0063 0.0143 0.0035
Si -0.0209 0.1057 0.0218
Si -0.1277 0.1179 0.0363
Si 0.0535 -0.009 -0.0043
Si 0.0809 0.0208 -0.01
Si -0.0887 0.0713 -0.0045
Si -0.1799 0.0014 0.0121
Si 0.1336 0.0136 0.0345
Si 0.0549 -0.0393 0.0969
Si 0.0102 0.0101 0.0088
Si -0.0709 -0.1399 -0.0071
Si 0.0609 -0.169 0.0248
Si -0.0583 -0.001 -0.0202
Si -0.0018 -0.0112 0.0139
Si -0.0432 0.0029 0.017
Si 0.0105 -0.0549 -0.0582
Si -0.0179 -0.0634 -0.0463
Si 0.0336 -0.0345 0.0244
Si 0.0263 0.0068 0.0383
Si 0.05 0.0442 0.0638
Si -0.0197 0.0952 -0.0368
Si 0.0131 -0.0094 0.0277
Si 0.0316 0.0068 -0.051
Si 0.0023 0.009 -0.0761
Si 0.0033 -0.0082 -0.0068
Si -0.0253 -0.0125 -0.005
Si -0.0107 -0.0131 -0.0094
Si 0.0305 0.0064 0.0012
Si 0.0011 0.002 -0.0012
Si -0.002 0.0069 -0.0351
Si 0.0152 -0.0085 0.0085
Si 0.0062 -0.0004 0.0644
Si -0.0103 0.0242 -0.0131
Si -0.0063 0.004 -0.0056
Si 0.008 0.0014 -0.0008
Si -0.0046 0.0074 -0.0113
Si -0.0005 -0.0058 -0.0008
Si 0.0021 0.0016 -0.001
Si -0.0103 -0.0302 0.0194
Si 0.0021 -0.005 0.0031
Si -0.0115 -0.0024 0.0124
Si 0.0029 -0.0032 0.0103
Si 0.0245 0.0147 0.0004
Si 0.0069 -0.0087 0.0032
Si 0.0174 -0.0079 0.0158
Si 0.011 -0.0061 0.0028
Si 0.0078 0.0002 -0.0032
Si 0.0062 -0.0024 0.0038
Si 0.0002 0.0024 0.001
Si 0.0112 0.0038 0.0149
Si 0.015 -0.0037 0.0101
Si -0.0044 0.0043 0.0096
Si -0.0043 -0.0067 -0.0201
Si 0.0038 -0.0024 0.0094
Si -0.0194 -0.0012 -0.0109
Si 0.0069 0.0061 0.0148
Si -0.0001 0.0114 0.0126
Si 0.0085 0.0008 0.0083
Si 0.0029 -0.0082 -0.0086
Si 0.0002 0.001 0.0029
Si -0.0042 -0.002 0.0084
Si -0.0129 0.0033 -0.0134
Si 0.0019 -0.0065 0.0067
Si 0.0013 0.01 -0.012
Si 0.0062 -0.0024 -0.0045
Si -0.008 0.0027 0
Si -0.0006 -0.004 0.0194
Si -0.0067 0.0004 0.0016
Si 0.0081 0.0037 0.0004
Si -0.0115 -0.0088 -0.003
Si -0.004 -0.0035 0.0061
Si 0.0032 0.0113 0.0158
Si -0.0054 -0.0037 0.0033
Si -0.0044 0.003 0.0146
Si -0.0027 -0.003 0.0016
Si 0.0001 -0.0042 0.0091
Si -0.004 0.0023 0.0091
Si 0.0027 -0.0029 0.0043
Si -0.0001 -0.0145 -0.0047
Si -0.0009 0.0023 0.0056
Si 0.0039 -0.0015 0.0065
Si 0.0037 -0.0034 0.0042
Si -0.0008 -0.0009 0.0008
Si 0.0018 -0.0005 -0.0038
Si -0.002 -0.0024 0.0069
Si -0.0032 0.0012 -0.0003
Si 0.0077 0.0013 -0.0126
Si 0.0072 0.0095 -0.0047
Si 0.0097 0.0002 -0.0079
Si -0.0025 -0.0089 -0.0009
Si -0.0068 0.007 -0.0032
Si -0.004 -0.0012 -0.0021
Si -0.0074 -0.0009 -0.0081
Si -0.0058 -0.0022 0.0035
Si 0.0029 0.0274 -0.0341
Si -0.0006 0.0034 0.0019
Si 0.0024 -0.0268 -0.0159
Si -0.0248 0.0209 -0.0188
Si 0.0122 0.0309 -0.0015
Si 0.0096 0.0125 0.0082
Si 0.0017 -0.0207 0.0037
Si -0.007 0.0152 -0.0101
Si 0.0204 0.0116 -0.0054
Si -0.0187 -0.0072 -0.0122
Si 0.0167 0.0015 0.0153
Si 0.0215 -0.0075 0.0107
Si -0.0187 0.0429 0.0661
Si -0.0207 0.0002 0.0137
Si 0.0052 -0.0013 0.0143
Si -0.0023 -0.0189 -0.0082
Si 0.0181 0.0046 0.0296
Si -0.032 0.0419 0.0043
Si 0.0058 -0.0073 0.0059
Si 0.0094 -0.0191 0.0092
Si -0.0081 0.0236 0.019
Si 0.0022 0.0013 -0.0002
Si -0.0909 -0.0331 -0.0054
Si 0.0259 0 -0.0173
Si 0.0108 0.0205 -0.0119
Si 0.0361 -0.0006 -0.0149
Si 0.0053 -0.0405 0.0086
Si -0.0216 0.0091 0.0357
Si 0.0048 0.0005 -0.0052
Si -0.0429 0.0168 -0.0237
Si 0.0021 0.0016 0.0013
Si 0.0115 0.0068 -0.0225
Si 0.0046 -0.0045 -0.0044
Si -0.0113 0.0013 0.0172
Si -0.0368 0.0999 -0.0194
Si -0.0365 -0.0037 0.0262
Si 0.0141 -0.0373 -0.0107
Si 0.0015 -0.006 -0.007
Si -0.0053 0.0034 0.001
Si 0.0022 0.001 0.0074
Si -0.0149 0.0002 -0.0352
Si 0.02 0.0218 -0.0541
Si 0.0535 -0.0219 0.1405
Si 0.0232 -0.0702 -0.044
Si 0.0154 -0.0095 -0.0311
Si 0.0074 -0.0113 0.0311
Si -0.0037 -0.0087 0.0215
Si 0.0439 0.0121 0.0179
Si 0.0201 -0.1605 -0.0473
Si -0.0029 0.0089 -0.0018
O -0.0007 0.0015 0.0014
O 0.0028 0.0028 0.0044
O 0.0009 0.0002 0.002
O 0.0011 0.0027 0.0022
O -0.0097 0.0094 -0.0058
O 0.0056 0.0015 0.0025
O 0.0003 -0.0005 0.0043
O 0.0004 0.0018 0.0034
O 0.0003 -0.0136 0.009
O 0.0048 0.0033 -0.0015
O 0.0065 0.0043 -0.0039
O -0.0027 0.0059 0.0083
O 0.0025 -0.0003 0.0039
O 0.0026 -0.0116 -0.0032
O 0.0009 0.0052 0.0056
O -0.0029 0.0046 0.0083
O -0.0009 0.0029 0.0045
O 0.0001 0.0004 0.0028
O 0.0003 0.0005 0.0039
O 0.0004 0.0015 0.002
O -0.0026 -0.0018 0.0038
O 0.0036 -0.003 0.0003
O 0.0062 -0.0052 0.0028
O 0.0017 0.0014 0.0039
Si 0.0023 -0.0031 0.0043
Si -0.0019 0.0047 0.0021
Si 0.0022 -0.0001 0.002
Si 0.0033 -0.0107 0.0778
Si -0.0002 -0.0016 -0.0016
Si 0.0013 -0.008 -0.0039
Si 0.0008 0.0005 0.0025
Si 0.0027 -0.0021 0.0074
Si 0.0004 -0.0001 0.0021
Si 0.0002 0.0029 0.0004
Si 0.0019 -0.0018 0.0053
Si 0.0014 0.0005 -0.0019
Si 0.0026 -0.0006 -0.0011
Si -0.0055 -0.001 -0.0014
Si 0.0025 -0.0015 -0.0063
Si -0.0032 -0.0014 0.0034
Si 0.0026 0.0018 -0.0007
Si 0.0064 -0.0005 -0.0013
Si 0.0035 0.0053 0.002
Si -0.0023 0.0044 -0.0016
Si -0.0073 0.0431 0.0317
Si 0.0009 0.0054 0.0028
Si -0.0025 -0.0043 -0.0001
Si 0.002 -0.0001 -0.0027
Si 0.0076 0.0008 0.0051
Si 0.0005 -0.0004 0.0052
Si 0.0035 -0.0045 -0.0022
Si -0.0388 0.0055 -0.0168
Si 0.0258 0.0284 0.0055
Si -0.0005 0.0006 0.0004
Si 0.001 -0.0069 0.0079
Si 0.004 0.003 0.0146
Si -0.0002 -0.0041 0.0053
Si -0.0195 0.0006 -0.018
Si 0.0023 -0.0009 0.0061
Si -0.0017 -0.0072 0.001
Si -0.0012 0.0127 0.0045
Si 0.0001 -0.0099 -0.0116
Si -0.0046 -0.0092 -0.009
Si -0.0007 -0.0006 0.004
Si -0.0127 0.0165 -0.003
Si 0.0014 -0.0012 0.0011
Si -0.0026 -0.0011 0.0025
Si 0.0025 0.0254 0.0218
Si -0.0012 0.003 -0.001
Si 0.0036 0.0021 0
Si 0.0017 0.0015 0.0026
Si 0.002 -0.0003 0.0022
Si -0.0047 -0.0045 -0.0108
O 0.0019 0.0011 0.0017
O 0.0028 0.003 0.0002
O 0.0005 0.0004 0.002
O 0.0015 -0.0045 0
O 0.0005 0.0012 -0.0039
O 0.0026 0 0.0009
O -0.0043 -0.0016 0.0013
O -0.0064 0.0125 0.0189
O -0.0047 -0.0039 0.0032
O -0.0021 0.0002 0.0043
O -0.0025 0.0004 -0.0004
O -0.0045 0.004 0.0033
O -0.0006 -0.001 0.0017
O -0.0007 0.0033 0.0037
O 0.001 0.0016 0.0017
O 0.007 -0.0284 -0.002
O 0.0011 0.0014 -0.0034
O 0.0042 0.0028 0.0081
O -0.0037 0.0014 -0.0061
O -0.0005 0.0007 0.0014
O 0.0481 -0.0485 0.0282
O 0.0001 0.0041 0.004
O 0.0004 -0.0002 -0.0007
O 0.0006 0.0018 0.0018
O -0.0001 -0.0001 0.0022
O 0.0006 -0.001 0.0039
O -0.0012 0.0018 0.0019
O 0.0057 0.0079 -0.0047
O 0.0037 0.0046 -0.0022
O -0.0001 -0.0012 0.0037
O 0.001 -0.0041 0.001
O -0.0016 -0.0122 -0.0071
O 0.0006 0.0001 0.0016
O -0.0039 0.0016 0.0074
O -0.0062 0.0078 0.0126
O -0.0013 0.0012 0.0042
O -0.0058 0.0003 -0.0047
O -0.0004 0 -0.0008
O 0.0003 -0.0019 0.0034
O 0.0094 0.0066 -0.0169
O -0.0019 0.0074 0.0121
O -0.0071 0.0039 0.0114
O 0.0015 -0.0001 0.0029
O 0.0086 0.0018 0.0026
O -0.0011 -0.0011 0.0057
O 0.0004 0.0038 0.004
O 0.0085 0.0006 0.004
O -0.0003 0.0006 -0.0029
O -0.0056 -0.0207 -0.0112
O 0.0002 0.0025 0.0016
O 0.0001 -0.0015 -0.0008
O 0.0428 0.0288 -0.0411
O 0.0218 0.0149 0.0028
O 0.0003 -0.0018 0.0044
O -0.0008 -0.0061 0.0007
O 0.0024 0.0029 0.0019
O -0.0114 -0.0045 -0.0005
O 0.0024 -0.0019 0.0044
O 0.0015 0.0013 0.0024
O 0.0004 0.001 0.0015
O 0.0005 0.0083 0.002
O -0.0036 0.0016 -0.0006
O -0.0022 0.0062 -0.0012
O 0.0007 -0.0013 0.0018
O 0.001 -0.0005 0.0042
O 0.0115 0.0081 0.0029
O 0.0053 -0.0013 -0.0037
O 0.0041 0.0008 0.009
O 0.0013 0.0004 0.0022
O 0.0048 -0.0036 -0.0008
O 0.001 -0.0045 0.0028
O 0.0048 0.0049 0.0014
O -0.0514 0.0631 -0.0531
O -0.0094 -0.0006 0.002
O 0.0035 0.0041 0.0078
O 0.0017 0.003 -0.0019
O 0.0012 -0.0006 0.002
O 0 -0.0039 0.0117
O -0.0062 0.0072 0.0046
O -0.0035 0.0021 0.0018
O 0.0008 0.0004 0.0027
O -0.008 0.0174 -0.0103
O -0.0069 0.0024 0.0231
O 0.0015 -0.0016 0.0024
O 0.0005 0.0007 0.0036
O -0.0035 -0.003 -0.0013
O 0.0034 0.0012 0.006
O -0.0017 0.0052 -0.003
O -0.0061 0.0039 0.0062
O 0.0012 0.0004 0.0024
O 0 0.0019 0.0007
O 0.0011 0.0008 0.0035
O -0.0002 -0.0003 -0.0008
O 0.0006 0.0119 -0.0007
O 0.0014 0.0002 0.0027
O -0.0003 0.0022 0.0023
O -0.0005 0.0023 0.0016
O 0.0022 0.0026 0.0008
O -0.0053 0.0066 0.0054
O 0.003 -0.0064 0.0039
O -0.0067 0.0097 0.0098
O 0.0003 -0.0082 -0.006
O -0.0011 0.0042 0.0033
O 0.0003 -0.0032 0.0011
O 0.0005 -0.0005 0.0024
O 0.0002 -0.0004 0.0023
O 0.0022 -0.0031 -0.0055
O -0.0004 0.0075 0.0084
O -0.0082 0.007 -0.0093
O 0.0011 -0.0041 -0.0011

The program warned: the cutoff lies below the one the program advises for these potential files; the exchange-correlation potential is rough where the density is thin.
